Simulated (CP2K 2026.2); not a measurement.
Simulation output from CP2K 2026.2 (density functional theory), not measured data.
Periodic cell of 534 atoms, Si358O176, from a study of silicon, its oxide and their interface. The atomic structure is a simulated model.
Doubt: the forces sum to 2.16 eV/angstrom along one axis rather than to zero, so they err by at least 0.0040 eV/angstrom per atom on average; the grid cutoff is modest.

Settings
functional: PBE
method: Gaussian and plane waves
basis set: DZVP-MOLOPT-SR-GTH
pseudopotentials: GTH-PBE
grid cutoff: 350 Ry, relative cutoff 50 Ry
k points: Gamma only
occupations: fixed
spin: none
net charge: 0

Cell vectors (angstrom)
a 16.4025 0 0
b 0 16.4025 0
c 0 0 35.2078

Atoms and the computed forces on them: element, x, y, z (angstrom), force x, y, z (eV/angstrom)
Si 0.381 16.183 0.015 0.022 -0.092 0.182
Si 2.425 3.018 0.09 0.039 -0.071 0.118
Si 0.196 5.189 35.144 0.026 -0.101 -0.07
Si 3.243 7.377 35.173 0.039 0.119 0.139
Si 16.223 10.714 35.192 0.071 -0.102 0.106
Si 2.625 13.905 35.002 -0.117 -0.128 -0.076
Si 5.482 16.348 35.028 0.017 -0.004 -0.05
Si 7.896 2.941 0.079 -0.265 0.281 -0.03
Si 5.579 5.23 0.17 0.149 -0.111 -0.141
Si 7.83 8.291 35.167 -0.02 -0.113 0.143
Si 5.592 10.564 35.195 -0.062 0.086 -0.11
Si 7.647 14.046 35.177 -0.015 -0.141 -0.023
Si 10.179 0.643 34.877 0.042 -0.292 0.333
Si 13.307 2.761 35.177 0.08 0.012 0.226
Si 11.207 5.166 35.092 -0.327 0.114 -0.126
Si 13.312 8.461 0.171 -0.043 -0.08 -0.165
Si 11.058 10.561 34.856 -0.054 -0.135 -0.102
Si 14.447 13.222 34.868 -0.071 0.127 0.368
Si 1.391 1.358 1.425 0.038 0.03 -0.365
Si 4.054 4.049 1.471 -0.251 -0.149 -0.269
Si 1.412 6.658 1.346 0.068 -0.059 -0.111
Si 4.069 9.316 1.246 0.106 -0.221 -0.28
Si 1.413 12.191 1.081 -0.113 0.09 -0.243
Si 4.046 15.068 1.261 0.069 0.135 -0.229
Si 6.66 1.423 1.314 -0.207 -0.312 -0.199
Si 9.47 4.171 1.261 0.476 0.19 -0.17
Si 6.815 6.748 1.433 0.134 0.246 -0.246
Si 9.53 9.5 1.166 -0.145 0.003 -0.254
Si 6.691 12.284 1.262 0.042 -0.004 -0.192
Si 9.393 15.187 1.072 -0.165 0.256 -0.177
Si 12.043 1.288 1.214 -0.212 0.068 -0.202
Si 14.962 4.004 1.22 -0.067 0.074 -0.323
Si 12.177 6.778 1.35 0.073 0.09 -0.188
Si 14.928 9.543 1.494 -0.02 -0.131 -0.128
Si 12.307 12.352 0.815 0.064 -0.184 -0.225
Si 15.136 14.927 1.246 0.144 -0.121 -0.374
Si 16.3 2.663 2.672 -0.083 0.072 0.044
Si 2.762 16.395 2.725 -0.005 0.023 0.135
Si 16.395 8.113 2.657 0.06 -0.059 -0.045
Si 2.701 5.393 2.825 -0.13 0.016 0.123
Si 0.061 13.563 2.611 0.207 0.009 0.055
Si 2.707 10.813 2.528 0.027 0.022 -0.038
Si 5.373 2.673 2.787 -0.03 -0.01 0.124
Si 8.095 0.03 2.613 -0.043 -0.023 0.068
Si 5.438 8.129 2.738 -0.009 0.048 0.128
Si 8.227 5.478 2.75 0.005 -0.011 0.082
Si 5.356 13.639 2.632 -0.047 -0.083 0.158
Si 8.201 10.945 2.538 -0.056 0.034 0.095
Si 10.818 2.72 2.628 0.057 0.138 0.125
Si 13.562 16.294 2.496 0.031 -0.018 -0.133
Si 10.805 8.165 2.656 -0.065 -0.102 0.101
Si 13.644 5.437 2.624 0.102 -0.062 0.062
Si 10.899 13.713 2.319 0.02 -0.011 -0.183
Si 13.523 11.042 2.567 0.044 0.192 0.116
Si 1.274 4.015 4.088 0.115 -0.004 -0.056
Si 4.064 1.314 4.161 0.054 -0.024 -0.079
Si 1.335 9.536 3.975 -0.052 0.008 0.057
Si 4.076 6.798 4.131 -0.076 0.095 -0.051
Si 1.361 14.989 4.016 -0.026 -0.123 -0.061
Si 4.02 12.221 3.967 0.017 0.1 -0.029
Si 6.815 4.077 4.049 -0.018 0.003 -0.024
Si 9.477 1.363 4.019 0.01 -0.007 -0.102
Si 6.844 9.582 3.991 -0.039 -0.06 -0.106
Si 9.536 6.843 4.12 -0.005 0.057 -0.016
Si 6.766 15.007 3.983 0.069 0.058 -0.087
Si 9.589 12.35 3.844 -0.075 -0.084 -0.015
Si 12.258 4.07 3.989 -0.079 -0.022 -0.099
Si 14.912 1.264 3.95 0.025 0.129 0.019
Si 12.221 9.589 3.946 0.043 0.036 -0.054
Si 15.008 6.784 4.019 0.064 -0.101 0.006
Si 12.22 14.961 3.874 0.052 0.047 0.058
Si 14.989 12.292 3.972 -0.098 0.046 -0.065
Si 16.398 0.028 10.841 -0.04 0.004 -0.007
Si 2.743 2.752 10.824 -0.005 -0.033 -0.005
Si 0.011 5.49 10.841 0.003 -0.011 0.017
Si 2.744 8.221 10.851 -0.009 -0.014 0.018
Si 16.397 10.952 10.846 -0.002 0.004 -0.006
Si 2.743 13.686 10.836 -0.018 -0.012 -0.006
Si 5.48 0.02 10.84 -0.033 -0.018 0.01
Si 8.209 2.751 10.848 -0.01 -0.013 0.009
Si 5.479 5.488 10.842 -0.017 0.008 0.011
Si 8.208 8.227 10.813 0.009 -0.029 -0.01
Si 5.469 10.954 10.845 -0.019 0.006 0.016
Si 8.197 13.699 10.844 -0.003 0.018 -0.004
Si 10.929 0.027 10.858 0.01 -0.008 0.015
Si 13.668 2.767 10.848 -0.007 -0.007 -0.005
Si 10.94 5.488 10.836 0.001 -0.022 0.015
Si 13.664 8.221 10.829 -0.024 -0.004 -0.004
Si 10.924 10.968 10.819 -0.013 -0.021 -0.015
Si 13.653 13.693 10.834 0.006 -0.022 -0.011
Si 1.377 1.412 12.197 0.042 0.017 0.007
Si 4.119 4.109 12.199 -0.009 0.012 0.002
Si 1.4 6.839 12.217 -0.028 0.023 0.006
Si 4.129 9.577 12.223 -0.035 0 0.012
Si 1.385 12.318 12.202 0.026 0.019 -0.026
Si 4.115 15.061 12.201 0.011 0.012 0.009
Si 6.842 1.395 12.222 0.02 0.016 0.005
Si 9.573 4.13 12.213 0.013 0.013 -0.004
Si 6.867 6.857 12.191 0.013 0.074 -0.006
Si 9.556 9.602 12.177 0.047 0.036 -0.005
Si 6.831 12.335 12.207 -0.005 -0.019 0.005
Si 9.541 15.081 12.221 -0.017 -0.045 0.002
Si 12.289 1.424 12.216 0.032 0.007 -0.015
Si 15.052 4.134 12.212 0.012 0.019 0.023
Si 12.307 6.859 12.204 0.038 0.012 0.01
Si 15.029 9.578 12.207 0.024 0.002 -0.005
Si 12.272 12.34 12.195 0.007 0.002 -0.007
Si 15.023 15.07 12.194 0 -0.005 -0.012
Si 0.067 2.819 13.584 -0.067 -0.064 0.002
Si 2.76 0.052 13.546 -0.047 -0.001 -0.035
Si 0.029 8.219 13.563 0.009 -0.007 -0.016
Si 2.796 5.485 13.588 -0.006 -0.035 0.006
Si 0.011 13.708 13.535 0.009 -0.039 0.016
Si 2.775 10.97 13.576 -0.053 -0.026 0.052
Si 5.498 2.781 13.588 -0.026 -0.028 0.011
Si 8.204 0.056 13.623 -0.001 -0.015 0.025
Si 5.536 8.223 13.578 0.052 -0.106 -0.003
Si 8.219 5.503 13.582 0.011 -0.04 -0.006
Si 5.496 13.725 13.587 -0.044 -0.018 0.008
Si 8.198 10.961 13.556 0.013 -0.023 -0.047
Si 10.933 2.789 13.608 -0.011 0.028 0.038
Si 13.683 0.075 13.552 0.007 -0.032 0.016
Si 10.913 8.233 13.537 -0.041 0.049 -0.049
Si 13.695 5.51 13.58 -0.03 0.031 0.001
Si 10.903 13.71 13.567 0.03 0.042 0.007
Si 13.634 10.957 13.541 0.024 0.018 0.017
Si 1.431 4.179 15.01 0.043 0.087 0.14
Si 4.124 1.409 14.929 0.004 -0.024 0.021
Si 1.42 9.567 14.917 0.069 -0.003 -0.025
Si 4.248 6.786 14.932 -0.042 0.192 -0.004
Si 1.391 15.086 14.887 0.029 0.051 0.008
Si 4.157 12.34 14.948 -0.006 0.018 0.055
Si 6.869 4.15 14.974 0.022 0.06 0.027
Si 9.554 1.45 15.009 0.017 -0.049 0.032
Si 6.886 9.598 14.965 0.027 0.11 0.021
Si 9.576 6.888 14.937 0.053 0.024 0.055
Si 6.837 15.094 15.003 0.029 -0.007 0.052
Si 9.53 12.333 14.93 -0.068 -0.03 0.009
Si 12.311 4.179 14.957 0.053 -0.051 0.03
Si 15.103 1.43 14.899 -0.019 0.059 0.008
Si 12.245 9.601 14.908 -0.014 -0.026 0.004
Si 15.084 6.864 14.952 -0.019 -0.035 0.067
Si 12.251 15.148 14.878 0.013 -0.084 -0.056
Si 15.027 12.33 14.862 -0.027 0.052 -0.065
Si 0.081 0.084 16.266 0.014 -0.102 0.133
Si 2.849 2.788 16.349 -0.042 -0.086 0.039
Si 0.09 5.594 16.412 0.058 0.129 0.302
Si 2.922 8.222 16.197 0.008 -0.091 0.032
Si 16.381 10.936 16.204 0.044 -0.099 -0.01
Si 2.764 13.743 16.251 0.002 -0.021 -0.106
Si 5.451 0.08 16.361 -0.061 0.078 0.025
Si 8.187 2.825 16.405 0.091 -0.05 0.046
Si 5.591 5.488 16.444 0.049 -0.002 0.216
Si 8.23 8.22 16.362 0.034 0 0.081
Si 5.592 11.028 16.329 0.018 -0.205 0.113
Si 8.228 13.712 16.355 0.006 0.055 0.067
Si 10.948 0.089 16.351 0.004 0.03 0.088
Si 13.766 2.823 16.243 0.065 0.155 0.168
Si 10.949 5.577 16.33 -0.112 0.041 0.008
Si 13.626 8.222 16.227 0.046 0.025 -0.032
Si 10.841 10.93 16.292 0.069 0.08 0.072
Si 13.64 13.766 16.133 -0.019 0.11 0.135
Si 1.522 1.38 17.698 -0.066 -0.028 -0.015
Si 4.294 4.008 17.812 0.093 0.088 0.088
Si 1.712 6.945 17.748 0.308 -0.005 -0.506
Si 4.229 9.6 17.623 0.331 0.208 -0.235
Si 1.329 12.356 17.471 0.037 0.103 -0.068
Si 4.083 15.08 17.7 0.081 -0.035 -0.036
Si 6.762 1.482 17.786 -0.078 -0.115 0.108
Si 9.556 4.278 17.728 0.027 0.197 -0.113
Si 6.952 6.917 17.881 -0.142 -0.062 0.046
Si 9.57 9.535 17.796 0.029 0.022 0.07
Si 6.916 12.359 17.804 -0.061 -0.092 0.015
Si 9.552 15.117 17.729 0.146 -0.005 -0.085
Si 12.382 1.53 17.622 0.115 -0.163 -0.163
Si 15.125 4.119 17.736 -0.077 -0.176 -0.278
Si 12.353 6.91 17.711 -0.002 -0.124 0.084
Si 14.881 9.672 17.538 0.195 -0.112 -0.121
Si 12.195 12.456 17.45 -0.023 0.103 -0.085
Si 14.977 15.156 17.506 -0.164 -0.097 -0.201
Si 0.145 2.692 19.064 -0.156 0.102 0.368
Si 2.775 16.373 19.176 -0.151 -0.069 0.287
Si 15.877 8.696 19.414 -0.031 0.376 0.178
Si 2.995 5.463 19.052 -0.076 -0.155 0.148
Si 16.256 13.65 18.725 -0.002 0.025 0.377
Si 2.676 10.968 18.744 0.302 0.07 0.015
Si 5.548 2.752 19.479 0.137 0.136 0.081
Si 8.105 0.05 19.042 -0.151 -0.188 0.11
Si 5.504 8.284 19.238 -0.219 0.009 0.206
Si 8.347 5.585 19.347 0.066 -0.023 0.201
Si 5.42 13.726 19.093 0.038 -0.048 0.041
Si 8.238 10.905 19.233 -0.017 0.105 0.161
Si 11.078 2.982 18.899 -0.021 0.13 0.245
Si 13.735 0.167 18.976 -0.019 -0.114 0.274
Si 11.055 8.233 19.194 0.116 0.094 0.264
Si 13.697 5.476 19.061 0.005 -0.003 0.329
Si 11.003 13.749 19.004 0.101 0.005 0.33
Si 13.509 11.114 18.758 -0.032 0.067 0.557
Si 1.202 4.497 20.223 0.124 -0.207 -0.319
Si 4.351 1.018 20.713 -0.194 -0.078 0.05
Si 1.719 8.888 19.183 -0.62 -0.158 0.13
Si 4.33 6.64 20.558 0.328 -0.06 -0.27
Si 0.971 15.09 20.147 -0.019 0.202 -0.222
Si 4.143 12.114 20.299 -0.109 -0.131 -0.165
Si 6.773 4.526 20.834 0.055 -0.02 -0.305
Si 9.638 1.552 19.944 0.043 -0.03 0.006
Si 6.514 9.935 20.694 0.116 -0.046 0.124
Si 10.112 6.642 20.698 -0.056 0.071 -0.215
Si 6.629 15.217 20.525 0.075 -0.008 -0.049
Si 9.949 12.098 20.345 0.079 -0.07 -0.02
Si 12.274 4.31 20.535 0.187 0.019 -0.189
Si 15.401 1.101 20.419 0.267 0.028 -0.08
Si 12.204 9.981 20.362 -0.087 -0.047 -0.134
Si 15.368 6.605 20.316 -0.416 -0.257 -0.088
Si 12.669 14.953 20.288 0.123 -0.086 -0.289
Si 14.674 12.588 20.183 0.308 -0.036 -0.263
Si 16.269 15.808 26.324 -0.033 -0.043 0.005
Si 1.46 14.723 24.247 -0.203 0.048 0.192
Si 3.239 0.391 23.513 0.018 -0.199 0.295
Si 2.925 8.543 22.192 -0.133 -0.18 0.053
Si 0.684 10.094 23.309 0.06 0.176 0.419
Si 0.015 11.041 26.179 -0.035 0.076 0.216
Si 9.079 12.765 25.266 0.063 -0.268 0.326
Si 9.692 2.287 22.82 -0.121 0.099 0.274
Si 7.243 5.147 23.868 -0.14 0.019 0.183
Si 6.236 12.757 26.233 -0.045 0.1 0.169
Si 1.811 6.377 25.236 0.048 0.032 0.251
Si 10.602 10.044 25.349 0.024 0.054 0.178
Si 10.948 16.313 21.913 0.238 0.031 0.13
Si 14.943 3.705 27.722 -0.046 -0.09 0.053
Si 8.588 3.617 26.245 0.036 -0.032 0.167
Si 8.865 8.927 27.423 -0.162 0.086 0.072
Si 8.757 14.112 22.459 0.025 -0.135 -0.01
Si 16.374 5.292 22.827 0.077 0.025 0.336
Si 2.258 1.233 26.395 -0.147 -0.011 0.067
Si 4.938 6.617 24.778 -0.132 -0.173 0.135
Si 13.293 10.843 26.565 0.036 -0.046 0.044
Si 1.484 4.108 27.143 -0.027 -0.044 0.13
Si 13.752 10.673 29.535 0.014 -0.012 -0.001
Si 1.896 12.67 22.143 -0.182 0.042 0.077
Si 8.582 0.831 25.066 -0.106 0.086 0.35
Si 10.904 4.597 24.634 -0.001 -0.039 0.27
Si 5.112 7.216 27.747 -0.005 -0.021 0.094
Si 9.694 7.245 23.752 0.021 -0.004 0.455
Si 5.509 9.351 23.515 0.011 -0.074 0.217
Si 14.264 2.966 22.778 -0.082 -0.141 -0.08
Si 0.208 8.165 27.406 -0.003 -0.048 0.101
Si 14.694 10.283 21.819 0.06 0.073 -0.1
Si 12.46 13.027 28.364 -0.06 0.082 0.026
Si 1.272 13.515 27.825 -0.049 -0.113 -0.078
Si 2.916 5.644 29.281 0.049 0.022 0.102
Si 4.254 14.714 25.082 0.041 -0.111 0.171
Si 13.889 6.704 27.933 0.086 0.071 -0.044
Si 1.452 8.895 33.155 0.012 0.1 -0.091
Si 16.262 12.379 30.424 -0.028 -0.093 -0.154
Si 1.649 8.203 30.289 0.155 0.102 -0.197
Si 5.854 0.621 29.2 -0.029 0.032 -0.106
Si 8.259 15.595 30.416 -0.056 -0.084 -0.195
Si 6.816 6.002 30.227 -0.036 -0.048 -0.22
Si 12.079 5.77 32.338 0 0.124 -0.257
Si 6.447 15.704 26.633 0.097 0.108 0.113
Si 9.83 14.565 27.914 0.062 0.048 0.028
Si 11.18 3.2 30.69 -0.022 0.044 -0.221
Si 12.987 2.651 25.506 -0.087 0.018 0.352
Si 13.553 7.891 30.879 -0.108 0.044 -0.072
Si 12.883 0.891 29.786 -0.096 0.15 -0.102
Si 5.949 9.896 26.568 0.016 -0.012 0.246
Si 9.86 8.717 30.13 0.107 -0.014 -0.209
Si 14.954 1.162 33.012 -0.012 0.064 0.022
Si 3.863 1.566 32.804 -0.054 -0.045 0.115
Si 2.396 10.862 31.392 -0.063 -0.109 -0.3
Si 4.961 3.426 30.447 -0.028 0.083 -0.376
Si 15.518 14.81 32.205 -0.116 -0.081 -0.294
Si 4.488 12.368 32.813 -0.01 -0.044 -0.047
Si 10.932 7.004 27.972 0.016 -0.062 0.059
Si 10.769 0.567 31.868 -0.029 0.11 -0.291
Si 8.101 7.87 32.223 0.097 0.002 -0.305
Si 3.179 15.509 28.625 0.091 -0.006 0.004
Si 7.538 13.149 32.316 -0.1 -0.008 -0.183
Si 9.222 10.627 32.117 0.163 -0.023 -0.124
Si 9.254 4.662 28.936 -0.022 -0.107 -0.137
Si 1.556 0.074 31.062 -0.042 0.105 -0.298
Si 14.717 6.584 33.186 -0.097 0.083 -0.149
Si 15.63 1.907 30.28 -0.048 0.046 -0.241
Si 11.114 0.13 26.134 0.127 0.052 0.118
Si 13.392 15.56 27.326 0.146 -0.136 -0.041
O 16.171 0.798 34.048 -0.009 -0.148 0.133
O 14.526 16.131 32.311 -0.156 0.185 -0.145
O 0.722 1.251 30.25 0.034 0.071 0.132
O 3.132 2.394 33.974 0.297 -0.041 0
O 1.319 4.071 34.634 -0.017 -0.01 0.419
O 0.587 15.496 31.939 0.188 -0.293 0.286
O 4.452 6.312 34.613 -0.191 0.2 0.092
O 2.35 7.735 33.836 -0.011 -0.058 -0.259
O 15.08 11.709 34.511 -0.119 0.382 0.052
O 0.287 9.529 34.11 -0.076 0.036 0.149
O 3.499 13.404 33.65 -0.136 0.273 -0.04
O 1.5 15.086 34.565 -0.128 0.138 0.406
O 6.592 15.197 34.56 0.048 -0.128 0.554
O 4.921 0.554 33.562 0.162 -0.101 0.208
O 8.993 1.812 34.533 -0.045 -0.166 -0.184
O 6.709 4.102 34.628 0.104 -0.115 0.434
O 6.143 4.554 30.615 0.15 -0.192 0.346
O 6.131 6.793 28.957 0.212 0.104 0.029
O 9.424 7.628 31.275 -0.114 -0.246 0.011
O 8.258 7.431 33.787 0.222 0.017 0.438
O 6.69 9.416 34.694 0.079 -0.134 0.113
O 4.893 11.15 33.82 -0.176 -0.134 0.078
O 8.415 11.953 31.635 0.06 0.001 -0.097
O 8.148 13.247 33.824 0.01 -0.043 -0.081
O 10.758 0.051 33.419 0.022 0.176 0.193
O 12.083 0.106 30.981 -0.005 -0.258 0.161
O 13.751 1.876 33.842 0.039 0.084 -0.051
O 12.161 3.862 34.704 -0.056 -0.043 -0.002
O 9.604 7.474 27.097 -0.088 -0.097 0.004
O 10.984 5.84 33.561 -0.012 -0.207 0.238
O 16.087 5.87 33.701 -0.206 0.283 0.174
O 14.23 7.592 34.353 0.334 0.009 -0.294
O 10.148 10.837 33.464 0.39 0.212 0.062
O 12.299 9.474 34.483 -0.095 0.122 0.79
O 15.135 14.048 33.595 -0.161 -0.029 0.076
O 12.658 0.213 28.328 -0.322 0.076 0.078
O 4.359 15.563 23.677 -0.073 -0.152 -0.1
O 1.115 4.562 21.888 0.087 -0.166 -0.195
O 5.568 16.352 21.097 -0.22 -0.032 0.007
O 3.631 1.312 22.228 0.122 0.098 -0.4
O 2.482 8.793 20.651 0.159 0.149 0.435
O 15.61 9.884 20.532 -0.206 0.3 0.243
O 5.546 5.616 21 0.074 0.122 0.238
O 3.596 7.047 22.013 -0.063 -0.017 -0.121
O 1.541 13.254 23.604 -0.048 -0.298 -0.281
O 1.351 13.804 21.118 0.223 0.05 0.32
O 5.399 11.14 20.671 -0.099 -0.093 0.142
O 3.478 12.519 21.77 0.188 0.059 -0.195
O 7.433 4.449 22.384 0.015 -0.188 -0.481
O 7.564 4.105 25.091 -0.042 -0.042 -0.218
O 10.824 0.447 20.367 0.171 -0.232 0.096
O 9.132 2.418 21.294 0.135 -0.295 -0.174
O 6.656 9.679 22.382 0.276 -0.204 -0.754
O 4.045 9.573 22.801 -0.391 0.025 -0.214
O 9.743 7.431 22.124 -0.064 0.019 -0.595
O 8.231 6.489 24.059 -0.154 -0.004 -0.296
O 8.895 13.807 24.04 -0.156 0.44 -0.335
O 7.262 14.457 21.87 -0.089 -0.168 -0.119
O 9.955 10.003 26.866 0.156 0.014 -0.138
O 9.327 12.813 21.683 -0.273 0.062 -0.063
O 11.235 5.472 21.121 -0.254 0.043 -0.074
O 13.067 3.645 21.848 -0.141 0.264 -0.264
O 16.378 16.221 20.889 0.274 0.057 -0.585
O 14.976 1.834 21.838 -0.258 -0.078 -0.042
O 15.506 6.408 21.974 -0.075 0.206 -0.303
O 13.187 9.642 21.695 -0.132 -0.06 -0.215
O 16.302 3.922 26.861 0.195 0.13 -0.438
O 0.223 5.736 19.67 0.081 0.097 0.324
O 12.287 15.4 21.871 -0.168 -0.01 -0.149
O 10.236 3.694 23.434 0.069 -0.197 -0.498
O 14.741 11.921 21.723 0.096 -0.064 -0.001
O 13.959 13.997 20.591 -0.448 0.168 0.006
O 0.694 0.797 26.144 -0.134 -0.127 -0.058
O 0.784 12.95 29.243 -0.068 0.177 -0.02
O 3.692 6.525 28.138 -0.182 -0.09 0.044
O 1.823 15.975 23.249 -0.25 0.071 -0.257
O 0.194 9.773 27.185 -0.179 0.005 0.176
O 13.965 2.757 26.816 -0.017 -0.167 0.08
O 0.71 7.993 28.962 -0.225 0.06 0.127
O 1.197 7.464 26.303 0.104 -0.196 -0.002
O 12.263 10.039 25.538 0.104 -0.053 -0.145
O 16.399 14.952 24.93 0.218 -0.078 -0.373
O 0.812 10.685 24.812 0.176 -0.188 -0.263
O 1.225 11.175 22.187 -0.169 0.169 -0.284
O 9.606 15.464 22.19 -0.105 0.093 -0.083
O 5.77 11.446 27.138 0.053 0.01 -0.19
O 8.438 1.625 23.651 0.15 0.011 -0.038
O 8.653 1.984 26.233 -0.225 -0.248 -0.044
O 5.613 5.335 24.035 0.153 -0.095 -0.091
O 5.647 7.805 23.94 0.031 -0.098 -0.123
O 5.586 10.111 24.97 -0.151 0.011 -0.209
O 3.312 6.853 24.749 0.145 -0.098 -0.325
O 14.171 5.109 27.93 0.027 0.085 -0.226
O 1.637 4.932 28.551 -0.204 0.183 -0.083
O 7.445 9.214 26.688 -0.054 0.065 -0.385
O 10.077 11.522 24.82 0.064 0.331 -0.122
O 15.321 4.119 23.287 -0.11 -0.034 0.177
O 10.986 1.268 22.819 0.251 -0.013 -0.161
O 0.719 6.071 24.057 -0.312 -0.114 -0.445
O 12.408 6.986 27.249 -0.177 0.196 0.03
O 8.645 9.04 29.044 -0.156 0.178 0.076
O 1.589 8.734 23.134 0.19 -0.276 -0.007
O 10.041 8.741 24.455 -0.05 -0.288 -0.086
O 9.508 13.603 26.618 -0.204 -0.13 -0.258
O 11.056 11.014 20.988 -0.215 0.124 -0.492
O 0.828 12.359 26.741 0.174 0.151 0.044
O 3.051 1.22 24.942 0.244 -0.028 -0.273
O 13.61 10.066 28.002 -0.262 0.091 -0.115
O 2.287 2.701 27.092 0.241 0.053 0.207
O 5.521 6.559 26.313 0.282 0.094 -0.131
O 6.611 0.456 27.757 0.011 -0.088 -0.179
O 15.493 9.756 23.136 -0.33 -0.23 -0.001
O 15.122 7.497 27.205 -0.089 0.289 -0.262
O 2.14 4.96 25.943 0.015 -0.075 0.125
O 0.873 8.331 31.727 -0.176 -0.017 0.277
O 0.956 11.661 31.404 -0.08 0.006 0.366
O 15.258 11.219 29.857 0.195 -0.176 -0.129
O 2.643 14.639 25.4 -0.019 -0.159 0.06
O 4.891 15.715 26.191 -0.25 0.009 0.031
O 7.393 16.168 25.383 0.079 -0.139 -0.262
O 6.991 0.221 30.288 0.19 0.179 0.081
O 9.842 3.399 29.775 -0.142 0.062 -0.222
O 12.402 4.131 25.073 -0.148 -0.025 0
O 2.516 6.791 30.393 -0.066 -0.023 -0.041
O 8.345 5.648 29.832 0.252 0.014 0.245
O 12.225 7.25 31.618 -0.198 0.121 -0.202
O 8.254 4.099 27.765 0.06 0.022 -0.074
O 5.043 13.274 25.188 -0.044 -0.133 -0.286
O 10.859 6.181 24.245 0.066 -0.042 -0.123
O 13.753 2.178 24.136 0.108 -0.014 -0.438
O 10.03 4.307 25.97 0.029 -0.013 -0.092
O 12.357 2.454 29.8 0.099 0.068 0.127
O 7.571 12.17 25.5 0.066 -0.149 -0.008
O 13.399 9.508 30.626 0.166 -0.243 0.115
O 14.781 11.23 25.942 -0.067 -0.042 0.12
O 12.447 12.191 26.957 0.072 0.147 -0.167
O 6.685 14.12 27.065 -0.085 -0.078 -0.007
O 13.641 14.161 28.134 0.184 0.08 0.193
O 0.436 14.884 27.529 -0.137 -0.083 0.287
O 15.418 3.104 29.185 0.047 -0.079 0.198
O 15.365 2.277 31.86 0.131 0.138 0.297
O 2.85 0.274 27.554 -0.189 -0.073 -0.147
O 14.504 0.794 29.892 0.08 -0.282 0.103
O 2.864 13.99 28.01 0.061 0.15 -0.177
O 2.475 10.119 32.839 0.059 -0.042 0.08
O 13.832 7.16 29.473 0.176 0.212 0.277
O 3.719 4.361 29.908 0.017 -0.081 0.223
O 4.611 2.664 31.844 0.092 -0.259 0.461
O 14.74 16.171 26.679 0.027 -0.066 -0.066
O 15.39 13.605 31.086 -0.269 -0.044 -0.092
O 3.685 11.865 31.448 0.066 0.321 -0.097
O 2.457 9.674 30.213 0.18 -0.099 -0.14
O 4.676 15.871 29.202 0.134 0.025 0.27
O 2.209 15.55 29.919 0.131 -0.142 0.316
O 9.496 0.038 31.021 0.05 0.041 -0.041
O 8.653 14.814 29.022 -0.19 -0.111 0.053
O 6.867 7.042 31.505 -0.087 -0.009 0.237
O 5.36 2.18 29.418 0.089 0.023 -0.133
O 5.01 8.849 27.454 0.095 0.167 0.038
O 11.684 4.639 31.235 0.26 -0.011 0.244
O 7.836 14.485 31.489 0.1 0.089 0.271
O 5.908 12.993 32.304 -0.294 -0.089 -0.03
O 10.22 10.12 30.892 0.083 -0.017 0.188
O 8.011 9.512 32.263 -0.051 0.039 0.055
O 10.583 5.499 28.477 0.193 -0.126 0.019
O 10.765 2.208 31.914 0.008 0.07 0.364
O 11.777 1.63 25.96 0.223 -0.127 0.088
O 12.323 15.417 26.074 -0.141 -0.016 -0.131
O 14.827 7.497 31.829 0.108 0.005 0.225
O 11.067 8.09 29.215 0.005 0.224 0.159
O 9.988 16.402 24.971 0.111 -0.061 0.077
O 2.743 0.729 31.961 0.009 0.068 -0.005
O 10.212 16.098 27.455 -0.002 -0.007 0.053
O 11.067 13.801 28.671 0.063 0.022 0.245
O 13.581 5.427 32.918 0.181 -0.046 0.1
O 12.78 12.004 29.604 0.005 0.072 -0.056
Si 16.345 16.363 5.346 -0.018 -0.072 -0.084
Si 2.678 2.701 5.453 -0.097 -0.058 0.038
Si 16.353 5.439 5.421 -0.026 0.004 -0.008
Si 2.692 8.214 5.406 0.073 -0.032 -0.011
Si 16.358 10.912 5.339 -0.026 -0.024 -0.041
Si 2.709 13.615 5.379 -0.043 -0.018 -0.03
Si 5.468 16.35 5.436 -0.038 -0.007 0.003
Si 8.168 2.726 5.422 0.007 -0.054 -0.006
Si 5.468 5.437 5.44 -0.036 0.019 0.012
Si 8.165 8.232 5.419 -0.007 -0.01 -0.014
Si 5.448 10.931 5.353 0.028 0.007 -0.064
Si 8.203 13.659 5.296 -0.011 0.033 -0.072
Si 10.901 16.363 5.301 -0.039 0.047 -0.059
Si 13.616 2.683 5.354 -0.032 0 -0.063
Si 10.936 5.452 5.399 0.056 0.018 -0.013
Si 13.631 8.22 5.321 0.025 0.017 -0.057
Si 10.894 10.98 5.313 -0.016 -0.017 -0.042
Si 13.62 13.676 5.317 0.063 -0.022 -0.013
Si 1.299 1.319 6.76 0.052 0.053 0.001
Si 4.072 4.083 6.783 0.035 0.015 -0.008
Si 1.33 6.832 6.76 -0.004 0.008 -0.012
Si 4.084 9.579 6.746 -0.03 -0.024 -0.008
Si 1.318 12.275 6.732 -0.002 0.068 0.012
Si 4.073 14.987 6.756 0.048 -0.033 0.02
Si 6.819 1.347 6.777 0.021 0.022 0.017
Si 9.561 4.094 6.759 -0.025 0.008 0.013
Si 6.822 6.842 6.777 -0.023 0.016 0.012
Si 9.555 9.616 6.728 -0.034 0.01 0.012
Si 6.831 12.311 6.698 -0.004 -0.034 -0.024
Si 9.546 15.024 6.698 0.005 -0.004 -0.006
Si 12.252 1.325 6.714 0.029 0.034 -0.012
Si 14.978 4.061 6.746 0.052 0.002 -0.016
Si 12.297 6.853 6.729 -0.012 -0.017 -0.009
Si 14.999 9.563 6.721 0.034 0.001 -0.022
Si 12.273 12.315 6.705 0.048 -0.034 -0.006
Si 14.983 15.019 6.723 -0.027 0.045 0.012
Si 16.366 2.722 8.117 -0.014 -0.007 0.016
Si 2.709 16.378 8.108 -0.052 -0.044 0.002
Si 16.374 8.215 8.108 -0.01 -0.032 0.013
Si 2.716 5.48 8.122 0.008 0.018 0.004
Si 16.369 13.667 8.098 -0.021 -0.046 -0.011
Si 2.712 10.941 8.109 0.011 0 0
Si 5.458 2.725 8.131 -0.034 -0.024 0.01
Si 8.21 16.391 8.107 -0.01 0.021 0.004
Si 5.45 8.218 8.119 -0.025 -0.016 0.007
Si 8.207 5.476 8.12 0.004 0 0.008
Si 5.473 13.655 8.104 -0.012 0.048 0.008
Si 8.186 10.967 8.097 -0.012 -0.027 0
Si 10.929 2.719 8.106 -0.022 -0.021 0.002
Si 13.638 16.401 8.1 0.023 0.009 -0.001
Si 10.929 8.233 8.084 0.039 -0.004 -0.009
Si 13.652 5.475 8.103 -0.005 -0.006 0.004
Si 10.918 13.684 8.084 -0.02 0 -0.005
Si 13.647 10.953 8.083 -0.006 -0.02 -0.005
Si 1.349 4.103 9.468 0.004 -0.001 0.001
Si 4.085 1.354 9.471 0.016 0.041 0.007
Si 1.354 9.573 9.48 0.008 -0.002 -0.001
Si 4.094 6.847 9.483 -0.003 0.011 0.012
Si 1.341 15.03 9.478 0.046 0.028 0.001
Si 4.095 12.304 9.47 -0.008 -0.017 -0.007
Si 6.834 4.107 9.48 -0.004 0.006 0.012
Si 9.561 1.369 9.479 0.014 0.008 0.009
Si 6.827 9.593 9.465 0.003 -0.005 -0.001
Si 9.58 6.857 9.461 -0.011 0.026 0.001
Si 6.829 15.041 9.468 0.003 -0.021 -0.004
Si 9.551 12.333 9.462 0.014 0.01 -0.004
Si 12.291 4.108 9.468 0.018 0.038 -0.01
Si 15.002 1.369 9.481 0.003 0.007 0.004
Si 12.292 9.591 9.462 0.024 0.008 -0.01
Si 15.025 6.839 9.474 0.025 0.009 0
Si 12.273 15.049 9.473 0.015 0.001 -0.011
Si 15.012 12.307 9.474 0.011 0.022 -0.012

Results
total energy: -115451.612 eV
total energy less fixed offsets of O -438.35, Si -107.03 eV per atom: 14.728 eV
